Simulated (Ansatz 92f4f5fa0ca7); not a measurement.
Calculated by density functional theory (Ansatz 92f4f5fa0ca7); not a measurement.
Periodic cell of 225 atoms, Si132O91B2, from a study of silicon, its oxide and their interface. The atomic structure is a simulated model.
Doubt: the cutoff is far below the 930 eV that the study's wrapper takes by default for these files, so forces and energies are approximate.
This geometry differs little from another in the collection (a relaxation step or a small displacement).

Settings
functional: PBE
potential files: Ansatz PAW
basis: plane waves
wave-function cutoff: 580 eV
density cutoff ratio: 5
exchange-correlation grid ratio: 1
k mesh: 1 x 1 x 1, Gamma-centred
self-consistency stop: 5e-08 eV per atom in the density residual
occupations: fixed
spin: none
net charge: 0

Cell vectors (angstrom)
a	10.938	0	0
b	0	10.938	0
c	0	0	31.9494

Atoms: element, x, y, z (angstrom)
Si	10.5584	0.1507	24.538
Si	5.0382	0.223	24.6736
Si	2.7782	2.4018	24.4973
Si	8.4913	2.5381	24.614
Si	10.7231	5.7017	24.3478
Si	5.0889	5.674	24.4453
Si	2.9041	8.0046	24.3899
Si	8.394	7.8993	24.4283
Si	1.2618	1.2636	25.8647
Si	6.7675	1.399	25.7874
Si	3.9412	4.0797	25.751
Si	9.6688	4.1164	25.8395
Si	1.309	6.8699	25.7283
Si	6.769	6.7731	25.7326
Si	3.95	9.5359	25.9163
Si	9.4322	9.5135	25.8391
Si	2.6053	-0.0651	27.2737
Si	8.0868	-0.0144	27.1789
Si	0.031	2.745	27.2294
Si	5.4054	2.7837	27.139
Si	2.6319	5.4677	27.1404
Si	8.1604	5.4304	27.1329
Si	-0.032	8.2187	27.1616
Si	5.4625	8.1952	27.1524
Si	4.0618	1.3627	28.5092
Si	9.52	1.3656	28.5118
Si	1.3609	4.111	28.5895
Si	6.7976	4.1006	28.5322
Si	4.071	6.818	28.4909
Si	9.5292	6.8229	28.4979
Si	1.2839	9.5325	28.6231
Si	6.7838	9.5578	28.5674
Si	-0.0479	0.0241	29.9189
Si	5.4384	0.0169	29.9019
Si	2.7402	2.7346	29.9108
Si	8.1806	2.7417	29.8928
Si	-0.0285	5.4859	29.9023
Si	5.4486	5.4813	29.8914
Si	2.7353	8.1872	29.9041
Si	8.1977	8.2031	29.8944
Si	1.3673	1.3673	31.2657
Si	6.8362	1.3673	31.2657
Si	4.1018	4.1018	31.2657
Si	9.5708	4.1018	31.2657
Si	1.3673	6.8362	31.2657
Si	6.8362	6.8362	31.2657
Si	4.1018	9.5708	31.2657
Si	9.5708	9.5708	31.2657
Si	2.7345	0	0.6835
Si	8.2035	0	0.6835
Si	0	2.7345	0.6835
Si	5.469	2.7345	0.6835
Si	2.7345	5.469	0.6835
Si	8.2035	5.469	0.6835
Si	0	8.2035	0.6835
Si	5.469	8.2035	0.6835
Si	4.1117	1.3649	2.058
Si	9.607	1.3395	2.0374
Si	1.3648	4.123	2.0517
Si	6.8392	4.1223	2.0397
Si	4.1024	6.8372	2.0362
Si	9.584	6.829	2.0594
Si	1.3698	9.5932	2.0497
Si	6.8383	9.6009	2.0448
Si	0.0492	0.0237	3.4633
Si	5.5057	0.028	3.4473
Si	2.7401	2.754	3.3932
Si	8.274	2.7656	3.3311
Si	0.0489	5.5059	3.4614
Si	5.4946	5.5145	3.4135
Si	2.761	8.2338	3.3807
Si	8.2609	8.2748	3.3795
Si	1.4195	1.4211	4.833
Si	6.9528	1.447	4.718
Si	4.1032	4.1251	4.7362
Si	9.636	4.0512	4.7594
Si	1.4102	6.9529	4.8151
Si	6.8701	6.965	4.7174
Si	4.1318	9.5456	4.7785
Si	9.658	9.5548	4.8285
Si	2.8071	0.0005	6.1305
Si	8.3419	0.0932	6.0863
Si	0.0677	2.7679	6.2786
Si	5.5669	2.8163	6.047
Si	2.8051	5.5695	6.0996
Si	8.2977	5.5717	5.926
Si	0.1115	8.2864	6.3407
Si	5.5396	8.2769	6.2144
Si	4.4841	1.1528	7.2905
Si	9.8866	1.1124	7.5978
Si	1.2373	4.4767	7.4565
Si	6.7037	4.5111	7.2305
Si	4.3732	6.6617	7.517
Si	9.8041	6.5826	7.4347
Si	1.348	9.8945	7.7064
Si	6.7698	9.9356	7.4056
O	9.502	1.3424	24.0353
O	4.037	6.865	23.9406
O	3.9605	1.3226	24.0389
O	9.5369	6.796	23.907
O	0.0303	5.5096	7.9666
O	5.6233	0.1021	7.8994
O	0.1392	0.0491	8.1333
O	5.5888	5.5763	7.8565
O	7.6694	3.9239	8.413
O	8.8235	7.018	8.697
O	2.2268	9.3851	9.0556
O	8.9924	1.647	8.9036
O	7.6617	9.4318	8.7049
O	3.6533	1.8074	8.5392
O	3.6169	7.1475	8.9226
O	2.1297	4.0076	8.7702
O	8.0007	3.5598	23.411
O	0.5683	5.1415	22.9744
O	1.9234	2.8813	23.1672
O	5.6811	4.919	23.0995
O	5.52	10.1174	23.5062
O	2.2632	8.6358	22.9844
O	0.1832	10.263	23.2303
O	7.7407	8.614	23.0845
Si	8.5506	7.78	18.6071
Si	8.9289	6.2839	13.7159
Si	3.8595	1.1988	14.5252
B	2.3416	4.8402	17.0541
Si	2.4306	3.1173	19.4599
Si	9.877	8.9353	12.0966
Si	1.1893	9.5531	22.165
Si	9.2193	0.8778	13.2535
Si	1.4493	4.8642	13.0234
Si	1.8386	8.0743	12.8123
Si	6.6126	9.5985	22.4375
Si	4.7094	4.2185	15.4356
Si	8.2554	2.9558	9.5601
B	0.0621	8.9459	19.7065
Si	6.9152	1.3697	21.1143
Si	8.2788	8.2377	9.63
Si	10.9988	5.0675	15.6522
Si	7.5514	9.4344	16.3653
Si	9.8542	2.2738	20.4422
Si	3.2646	8.4171	9.9206
Si	6.7181	3.2816	17.4038
Si	1.0433	0.3459	19.9876
Si	3.2842	2.6461	12.2341
Si	7.1254	5.4239	19.7032
Si	5.8455	8.4803	11.4733
Si	5.9627	5.9095	13.126
Si	4.5704	9.6635	17.643
Si	1.0291	3.793	22.1458
Si	4.8769	1.4435	18.8355
Si	3.2485	3.0637	9.4676
Si	6.5649	10.5688	13.7322
Si	10.3365	0.0668	16.0593
Si	5.7314	3.5411	11.0925
Si	9.8954	3.7949	11.9316
Si	2.2919	9.774	15.557
Si	5.935	8.137	19.883
Si	6.7972	3.9668	22.3948
Si	9.7701	2.72	17.446
O	7.3188	6.2525	13.9842
O	10.2285	3.9613	16.5299
O	6.0985	9.8749	17.0287
O	10.1524	0.7032	14.5699
O	8.4018	6.1954	19.0127
O	5.1667	0.2607	14.2753
O	5.6598	2.0616	17.5606
O	8.2622	2.1088	20.616
O	2.126	4.0732	18.1777
O	6.977	2.632	10.538
O	4.9225	2.5998	12.1476
O	6.186	4.1678	16.1462
O	4.616	3.886	9.9128
O	10.5703	3.1075	21.6452
O	9.9032	6.1536	15.0558
O	5.9051	6.5009	19.8878
O	4.0505	0.1534	18.2761
O	9.3907	10.466	12.3527
O	2.877	4.1313	12.7915
O	1.9097	10.7589	21.2907
O	3.9916	2.6385	19.5197
O	0.6948	9.9603	16.0045
O	0.772	9.9536	19.0523
O	1.6681	1.67	19.2994
O	8.897	10.3698	16.5533
O	4.7513	8.5872	18.8598
O	9.5701	8.6976	10.5119
O	6.6894	4.194	18.7478
O	2.9173	1.4064	13.1979
O	5.7083	8.7826	21.3539
O	2.5772	2.4017	10.7968
O	7.4725	4.8115	21.1712
O	5.3307	7.3004	12.5031
O	0.5098	8.9088	12.4349
O	7.6126	0.8914	13.5964
O	7.1933	9.4434	14.765
O	9.1563	4.9488	12.8069
O	8.0775	8.0137	17.0347
O	6.1114	2.5346	21.954
O	2.4229	8.8604	14.1605
O	0.5031	4.3081	11.8143
O	0.3091	8.6725	21.0526
O	9.3583	3.7924	10.4028
O	9.663	2.286	12.5463
O	7.4502	8.6375	19.473
O	2.6421	8.0268	11.3832
O	4.2517	2.6885	15.0633
O	0.7823	4.3014	14.4019
O	10.0676	3.055	19.0189
O	9.2187	7.7228	12.9868
O	10.4676	0.7674	20.4489
O	6.2428	4.8902	11.8576
O	8.1665	2.5905	17.1669
O	3.5566	4.8378	16.4129
O	4.7257	9.0219	10.3895
O	1.5793	6.4879	13.1527
O	4.911	5.2377	14.1761
O	1.9684	3.9594	20.7959
O	10.568	1.3401	17.0686
O	1.2993	5.6407	16.5705
O	7.3549	10.9518	21.899
O	5.9552	0.8783	19.9101
O	6.327	9.7941	12.3157
O	2.845	0.377	15.4829
O	7.0833	7.7879	10.6465
O	10.0571	8.253	18.9821
O	3.3671	9.1118	16.647

Results
free energy: -135980.202 eV
free energy less fixed offsets of B -154.04, O -568.88, Si -635.61 eV per atom: -3.522 eV

Forces (eV/angstrom), in the order of the atoms: element, x, y, z
Si	0.0112	-0.0014	0.0274
Si	-0.0162	-0.0101	0.0052
Si	-0.01	-0.0103	0.025
Si	-0.026	0.0167	-0.0113
Si	-0.0061	-0.0112	-0.0115
Si	0.0063	0.0026	0.0137
Si	0.0109	-0.0091	0.0046
Si	-0.0087	-0.009	0.0043
Si	0.0199	-0.0201	0.0003
Si	-0.006	0.0071	-0.0002
Si	0.0057	-0.0011	0.0028
Si	-0.0005	0.0145	0.0104
Si	0.004	-0.0003	-0.0015
Si	-0.0019	-0.004	0.0037
Si	0.0112	0.0038	-0.0047
Si	0.0122	-0.0085	0.0016
Si	-0.0161	0.0163	-0.0176
Si	0.0004	-0.0119	0.0084
Si	-0.0005	-0.008	-0.0021
Si	-0.0062	-0.0003	0.0027
Si	0.0055	-0.0021	0.0023
Si	0.0002	0.0046	-0.0077
Si	-0.0085	0.0063	-0.0018
Si	-0.0008	-0.0144	-0.0061
Si	0.0022	0.0049	-0.005
Si	0.0025	-0.0013	-0.0018
Si	0.0101	-0.0011	0.012
Si	0.0007	-0.0055	0.0014
Si	-0.0001	-0.0067	-0.0066
Si	0.0017	-0.0071	-0.0104
Si	-0.0064	-0.0121	0.0241
Si	0.0039	0.0013	0.0078
Si	-0.0007	-0.0157	-0.0042
Si	0.0036	-0.0025	0.0004
Si	0.0073	0.0121	-0.0031
Si	-0.0108	0.0013	-0.0009
Si	-0.0022	-0.0028	0.0007
Si	-0.0058	-0.0074	0.0026
Si	-0.0138	0.005	-0.0035
Si	-0.0006	0.0064	-0.0014
Si	0.017	0.117	-0.0047
Si	-0.0073	0.0488	-0.0188
Si	0.0499	-0.0009	0.047
Si	-0.1426	-0.0366	-0.0321
Si	-0.0122	-0.03	0.0389
Si	-0.0014	0.0515	-0.0661
Si	-0.0946	0.0101	0.0099
Si	-0.2333	-0.048	0.1108
Si	0.0409	0.0012	-0.0187
Si	0.0166	-0.0051	-0.1232
Si	0.1178	0.0481	-0.0036
Si	0.0414	0.0507	0.0626
Si	-0.0179	-0.069	-0.091
Si	0.0414	0.0559	-0.0536
Si	0.0874	0.0508	0.0889
Si	0.1143	0.0933	0.0287
Si	0.001	0.0016	0.0009
Si	-0.0085	0.0048	0.0017
Si	0.0127	-0.0012	0.0017
Si	0.0104	-0.0029	0.0058
Si	0.0001	-0.0085	0.0024
Si	0.0002	0.0031	0.0009
Si	0.0093	-0.0009	0.0034
Si	0.0158	0.003	0.0023
Si	0.0041	-0.0014	0.0119
Si	-0.0022	-0.0065	0.002
Si	-0.0095	0.0024	-0.0031
Si	0.0047	-0.002	-0.0206
Si	-0.0002	-0.0021	0.0114
Si	-0.0066	0.0056	0.001
Si	-0.004	0.0028	-0.0039
Si	0.0008	0.0064	-0.0074
Si	-0.0048	-0.003	0.0015
Si	0.0042	-0.0024	-0.0021
Si	-0.0042	0.0035	0.0018
Si	0.0088	-0.0004	0.0046
Si	0.0033	-0.0065	0.0014
Si	-0.0042	0.003	0.0023
Si	0.0014	-0.0044	-0.001
Si	-0.0012	0.0045	-0.0019
Si	-0.0073	0.0068	-0.0061
Si	0.006	-0.006	0.001
Si	0.0011	-0.001	-0.001
Si	-0.0046	-0.0005	0.0035
Si	0.001	0.002	-0.0034
Si	0.0015	-0.005	-0.0001
Si	-0.0026	-0.0006	-0.0015
Si	0.0012	-0.0051	-0.0004
Si	-0.003	0.0063	0.0037
Si	-0.0014	0.0008	-0.0092
Si	-0.0049	-0.0109	-0.0139
Si	-0.0009	-0.0013	0.0098
Si	-0.0025	0.0008	-0.0094
Si	-0.0056	-0.0001	-0.0066
Si	-0.001	0.0007	0.0066
Si	0.0026	-0.0052	0.0019
O	0.0135	0.001	-0.0135
O	-0.009	0.0078	-0.0034
O	0.0074	0.007	-0.0102
O	0.0036	0.0042	0.0013
O	0.0044	0.002	0.0086
O	-0.0001	-0.006	-0.0041
O	0.0015	-0.0057	0.0005
O	0.0005	0.0012	-0.0021
O	-0.0027	-0.0005	-0.0045
O	0.0024	-0.0032	-0.001
O	0.0037	-0.0033	0.0026
O	0.0021	-0.0021	-0.0006
O	0.0006	-0.0024	0.0027
O	-0.0002	-0.0055	-0.0002
O	0.0002	-0.0034	0.0005
O	-0.0011	0.0005	0
O	0.0073	-0.0085	0.0071
O	0	0.0026	0.0064
O	-0.004	0.0018	-0.0192
O	0.0035	-0.0033	-0.0024
O	-0.0008	0.0046	0.0066
O	-0.0102	0.0041	-0.0063
O	-0.0086	0.0067	0.0098
O	0.0038	-0.001	-0.0007
Si	0.0023	-0.0052	-0.0048
Si	0.001	-0.0008	0.0058
Si	0.0015	-0.0016	0.0015
B	0.0095	0.0114	-0.0077
Si	-0.0052	0.0025	-0.0035
Si	-0.0021	-0.0024	-0.0023
Si	0.0128	0.0003	-0.0167
Si	0.0002	-0.0046	0.0008
Si	-0.0094	-0.0019	0.0081
Si	0.0009	-0.0068	0.0007
Si	-0.0079	-0.0059	-0.0043
Si	0.0039	-0.0012	0.0009
Si	0.0019	0.0001	0.0024
B	-0.0207	-0.0183	-0.0168
Si	-0.0057	0.0004	-0.0009
Si	0.0042	0.0029	0.003
Si	0.0021	0.0037	0.002
Si	-0.0005	-0.0055	0.0016
Si	0.0026	-0.0031	-0.0045
Si	-0.0038	0.0005	0.0019
Si	-0.0033	-0.0022	-0.0006
Si	0.0014	0.0011	-0.0038
Si	0.0006	-0.0062	0.0017
Si	-0.0021	-0.0009	-0.001
Si	-0.0009	-0.0032	0.0005
Si	-0.0013	-0.004	0.0052
Si	-0.0001	-0.0008	-0.0016
Si	0.0131	0	-0.0039
Si	-0.002	-0.0023	0.0003
Si	0.0009	-0.0008	0.0068
Si	0.0007	-0.0033	0.0022
Si	-0.0007	-0.0024	-0.0023
Si	-0.0048	-0.0061	0.0029
Si	-0.0041	-0.0009	0.0037
Si	-0.0014	-0.0075	0.0026
Si	-0.0001	-0.0035	-0.0005
Si	-0.0045	0.0015	-0.0017
Si	-0.0005	0.0018	-0.0023
O	-0.0043	-0.0029	-0.0005
O	-0.0018	-0.008	0.0032
O	0.0011	-0.0037	0.002
O	-0.002	-0.002	-0.0019
O	0.0012	-0.0013	0.0035
O	0.0003	-0.0025	-0.0002
O	0.0024	-0.0009	-0.0003
O	0.0016	-0.0025	-0.0012
O	0.0033	-0.0073	0.0029
O	-0.0006	-0.0019	-0.0001
O	0.0005	0.003	-0.0031
O	-0.0012	-0.0039	0.0006
O	-0.0006	-0.0017	-0.0025
O	-0.0031	0.0003	0.0059
O	-0.0047	0	-0.0054
O	-0.0024	-0.0026	0.0011
O	0.001	-0.0021	0.0001
O	-0.0003	-0.003	0.003
O	0.0004	-0.0024	-0.0021
O	0.0023	-0.0028	0.0033
O	0.0014	-0.0043	0.0011
O	-0.0004	-0.0001	-0.0003
O	0.0022	0.0048	0.0045
O	-0.003	-0.0016	0.0029
O	-0.0021	0	0.0013
O	0.0001	-0.0017	-0.0009
O	-0.0024	-0.0032	-0.001
O	0.0003	-0.0025	-0.0012
O	-0.0005	-0.0017	0.0008
O	0.0014	0.0001	0.0036
O	-0.0011	-0.0016	-0.0013
O	0.0012	-0.0004	0.0001
O	-0.0001	-0.0009	-0.001
O	-0.001	-0.0051	0.0021
O	0.0001	-0.0015	0.0019
O	-0.0009	-0.0015	0.0005
O	0.0008	-0.0071	-0.0018
O	-0.0001	0	0.0005
O	0.0019	-0.0051	0.0001
O	-0.0016	-0.0018	-0.0016
O	0.0011	-0.0044	-0.0024
O	0.002	-0.0043	0.0088
O	-0.0003	-0.0023	-0.0008
O	0.0013	-0.0014	-0.0009
O	0.0011	-0.0007	0.0015
O	-0.0027	-0.0038	0.0022
O	-0.0006	-0.0049	-0.0007
O	0.0027	-0.0016	-0.0024
O	-0.0009	-0.0038	0.0008
O	0.0014	0.0001	-0.0011
O	0.0003	0.0001	0.002
O	0.0027	-0.0038	-0.0021
O	0.0045	-0.0049	0.0002
O	-0.0092	-0.0116	0.0075
O	0.0011	-0.0013	-0.0004
O	0.0002	0.0008	-0.0024
O	-0.0011	-0.0048	0.0015
O	-0.0007	-0.003	-0.004
O	-0.003	-0.0033	0.0013
O	0.0006	-0.016	-0.0008
O	0.0053	-0.0002	-0.0008
O	0.0004	-0.0026	0.0015
O	0.0001	-0.0056	-0.0005
O	-0.0003	-0.0024	-0.0009
O	0.0004	-0.0041	-0.0006
O	0.0047	0.0017	0.0058
O	0.0036	0.0011	-0.0002

The program warned: the cutoff lies below the one the program advises for these potential files; the forces do not sum to zero within the program's tolerance; the exchange-correlation potential is rough where the density is thin.
